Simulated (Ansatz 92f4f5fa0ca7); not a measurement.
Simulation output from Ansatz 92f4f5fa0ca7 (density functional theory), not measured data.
Periodic cell of 224 atoms, Si128O64H32, with a vacuum gap, from a study of silicon, its oxide and their interface. The atomic structure is a simulated model.

Settings
functional: r2SCAN
potential files: Ansatz PAW
basis: plane waves
wave-function cutoff: 800 eV
density cutoff ratio: 5
exchange-correlation grid ratio: 1
k mesh: 1 x 1 x 1, shifted by 0.5 0.5 0 of a step
self-consistency stop: 1e-11 eV per atom in the density residual
occupations: fixed
spin: none
net charge: 0
applied field: sawtooth along c, amplitude +0.015 V/angstrom in the program's sign convention, ramp centred at 0.9877 of c and 0.0247 of c wide, no dipole correction

Cell vectors (angstrom)
a  10.88  0  0
b  0  10.88  0
c  0  0  40.5052

Atoms and the computed forces on them: element, x, y, z (angstrom), force x, y, z (eV/angstrom)
Si  -0.4505  -4.9401  25.5256  0.0001  0.0016  0.0195
Si  2.2219  -2.1591  25.6404  0.0062  0.0042  0.0168
Si  -1.0001  1.0368  25.4573  -0.0048  0.0061  0.0178
Si  1.8217  -7.088  25.5608  -0.0034  -0.004  0.0146
Si  -6.4676  -4.4019  25.477  -0.0029  0.0068  0.0186
Si  -3.7294  -1.5876  25.4557  -0.005  0.0043  0.0172
Si  4.8641  0.5517  25.5178  0.0004  -0.0042  0.0184
Si  -3.157  -7.5356  25.4361  0.0026  -0.0066  0.019
Si  0.6119  -3.312  26.852  -0.0033  0  -0.0046
Si  3.373  -0.5826  26.9059  0.0029  -0.0018  -0.005
Si  0.6412  -8.7366  26.7527  -0.0006  -0.0048  -0.0035
Si  3.3406  -5.9415  26.8817  -0.0069  0.0013  -0.0035
Si  -4.8109  -3.2661  26.7163  -0.0053  0.0015  -0.0031
Si  -2.1356  -0.5134  26.7944  0.0038  0.0016  -0.0027
Si  6.0619  2.2005  26.6984  -0.0035  0.0041  -0.0028
Si  -2.0582  -6.0181  26.8291  0.0052  -0.0026  -0.0017
Si  -0.7687  -1.9059  28.1242  0.001  0.0003  -0.0136
Si  1.9788  0.8094  28.1555  -0.0033  0  -0.012
Si  -0.7059  -7.3892  28.1824  0.006  0.0003  -0.0115
Si  1.974  -4.6222  28.2573  -0.0057  0.0012  -0.0118
Si  4.7412  -1.9607  28.2078  0.0047  0.004  -0.0147
Si  7.3982  0.8533  28.1535  -0.0023  -0.0021  -0.0106
Si  4.725  3.5269  28.1208  -0.0042  -0.0031  -0.0125
Si  -3.4516  -4.618  28.0966  -0.0015  0.0047  -0.0108
Si  -2.1106  -3.27  29.4894  -0.0025  -0.0026  0.0088
Si  0.6083  -0.5581  29.4914  -0.004  -0.0058  0.0066
Si  -2.098  2.164  29.5226  -0.0011  -0.007  0.0037
Si  0.6208  -6.0158  29.5544  -0.0029  0.0003  0.0074
Si  3.3547  -3.2722  29.569  0  -0.0031  0.0059
Si  6.075  -0.5423  29.5187  -0.0039  -0.0044  0.0026
Si  3.3534  2.1762  29.4936  -0.0044  -0.0056  0.0059
Si  6.0769  -5.9841  29.4736  -0.0033  -0.0003  0.0101
Si  1.3574  -1.3681  8.2728  0.0067  0.003  -0.1832
Si  4.0877  1.3905  8.3045  0.0035  -0.0081  -0.1793
Si  1.3924  4.0467  8.3148  -0.0126  0.0157  -0.1755
Si  4.0834  -4.0862  8.2678  -0.0065  -0.0055  -0.19
Si  6.7691  -1.3427  8.3123  0.0076  -0.0043  -0.1741
Si  -1.3559  1.3563  8.2577  -0.0061  -0.0024  -0.1899
Si  6.7772  4.0634  8.2775  0.0072  0.0071  -0.1883
Si  -1.3718  6.7977  8.2697  -0.0087  -0.0124  -0.1675
Si  2.7089  0.0216  9.6106  -0.0081  0.0012  -0.0126
Si  5.4335  2.7448  9.7048  -0.0063  0.0016  -0.0294
Si  2.8025  5.3965  9.6504  -0.0053  -0.0015  -0.0239
Si  5.3871  -2.7168  9.6541  0.0048  0.0046  -0.0232
Si  -2.7488  0.0636  9.6289  0.0055  -0.0084  -0.0174
Si  0.0258  2.6525  9.6432  0.0028  0.0013  -0.0242
Si  8.1296  5.4334  9.5979  0.0091  0.007  -0.0064
Si  0.0009  -2.7384  9.6186  -0.0096  -0.002  -0.0155
Si  1.3795  1.2942  11.0595  -0.0023  -0.0011  -0.0091
Si  4.1334  4.0962  11.1488  -0.0027  0.0105  -0.0099
Si  1.4109  -4.1281  10.9126  0.0008  0.0053  -0.0054
Si  4.024  -1.3116  10.9883  -0.002  -0.0064  -0.0035
Si  -4.0692  1.4234  11.0665  0.0079  -0.0094  -0.01
Si  -1.3668  4.0466  10.8841  -0.0092  0.0034  -0.009
Si  6.7383  -4.1193  10.9643  0.0099  -0.0058  -0.0134
Si  -1.394  -1.3357  10.901  0.0036  0.0079  -0.0054
Si  -0.049  -0.1131  12.3652  0.0036  -0.0023  0.0091
Si  2.7286  2.6974  12.4489  0.0022  -0.0102  0.0048
Si  0.0457  -5.5272  12.187  -0.0011  -0.0033  0.0091
Si  2.6439  -2.7111  12.3003  0.0031  0.0008  0.0175
Si  5.4447  0.0065  12.36  -0.0046  -0.0014  0.0057
Si  -2.6857  2.8338  12.3982  0.0105  0.0072  0.02
Si  5.529  5.4645  12.5648  0.002  0.0115  0.011
Si  -2.7582  -2.7095  12.189  -0.0009  -0.0041  0.0096
Si  0.8758  -1.87  13.6844  -0.0012  0.0049  -0.0024
Si  4.1564  1.3677  13.7615  -0.0064  -0.0012  -0.0051
Si  1.0299  3.7977  13.6574  0.0029  0.0029  0.0012
Si  4.286  -3.7088  13.625  0.0026  0.002  0.0081
Si  6.6281  -1.5948  13.6034  0.0061  -0.003  0.0025
Si  -1.1615  1.5365  13.5926  0.0009  -0.0028  -0.0022
Si  -3.4879  4.5686  13.8595  -0.0025  0.0006  -0.006
Si  -1.3258  -4.0963  13.355  0.0036  -0.0049  0.0049
Si  -0.7755  -4.9274  18.2527  0.0004  -0.0025  0.0116
Si  -1.402  -6.3719  20.6409  0.0012  -0.0014  0.0266
Si  -2.8605  0.0384  18.7004  -0.0022  0.007  0.02
Si  3.0174  2.0075  23.3666  0.0064  0.0038  0.0246
Si  -0.6676  -4.1453  22.5819  -0.004  0.0082  0.0209
Si  3.6722  -2.8439  20.8612  0.0059  0.0001  0.0183
Si  0.278  0.5178  22.6579  0.0048  -0.0081  0.0192
Si  5.9672  -0.8698  20.7134  -0.0036  -0.001  0.0194
Si  4.7417  -8.0922  18.597  0.0103  -0.0158  0.0253
Si  3.4059  -3.2166  16.4428  -0.0065  -0.0019  0.0213
Si  -3.2264  -2.5901  22.5718  0.0006  0.0014  0.0196
Si  2.6495  -0.5365  15.8673  0.0015  0.0044  0.0216
Si  1.4953  -2.0306  22.718  -0.0043  -0.0021  0.0202
Si  -2.4337  -0.2555  15.8363  0.0022  0.0031  0.0146
Si  5.6181  3.2627  15.8305  -0.0085  -0.0007  0.014
Si  5.1653  1.8156  21.4445  -0.0001  -0.0069  0.0193
Si  3.9798  5.1643  17.3702  -0.0176  -0.0016  0.0198
Si  -3.8682  -7.1539  22.4575  0.0041  0.0019  0.0156
Si  5.2865  -4.7638  22.5009  0.0041  0.0019  0.0239
Si  -0.5211  1.7325  19.9921  0.0036  0.0194  0.0253
Si  1.3995  -3.1333  18.6223  0.008  0.0034  0.0168
Si  1.8384  1.5634  17.9989  -0.0017  0.0079  0.0191
Si  1.1463  4.2425  16.6752  -0.0058  -0.0038  0.0029
Si  -1.1017  -2.0584  17.7721  0.0005  -0.0017  0.0136
Si  -0.7553  -4.6349  30.8652  -0.0088  -0.005  0.0188
Si  1.9752  -1.8985  30.8734  -0.0032  0.0026  0.0224
Si  -0.7446  0.7916  30.8659  -0.0017  -0.0092  0.0228
Si  1.998  3.5166  30.8823  0.0141  -0.0078  0.0211
Si  4.7153  -4.6556  30.874  -0.0064  0.0025  0.0246
Si  -3.4504  -1.9096  30.8671  -0.0008  0.0021  0.0198
Si  4.7012  0.8111  30.8648  -0.0095  0.001  0.0166
Si  -3.4535  -7.3379  30.8525  -0.0005  -0.0008  0.0245
Si  0.6164  -3.2762  32.2146  0.0062  0.0054  0.1827
Si  3.3377  -0.5423  32.2245  0.0041  0.0021  0.17
Si  0.6203  2.155  32.2152  -0.0001  0.0122  0.1783
Si  3.3517  -6.0002  32.2366  -0.0099  -0.0084  0.1737
Si  -4.8165  -3.2754  32.2147  0.0096  0.0084  0.18
Si  -2.0916  -0.5642  32.2325  -0.0008  -0.0006  0.1755
Si  -4.8087  -8.7008  32.2132  -0.0333  -0.0386  0.1844
Si  -2.1097  -5.9946  32.2274  0.0276  0.0306  0.1767
Si  -0.7319  -1.923  33.5817  -0.0259  0.0072  0.3561
Si  1.9787  0.8114  33.5745  0.0176  -0.0373  0.3975
Si  -0.7439  3.5147  33.5708  0.0418  0.0445  0.2814
Si  1.9793  -4.6312  33.5752  0.0094  -0.0333  0.284
Si  4.6985  -1.9179  33.5684  -0.0211  0.0436  0.2919
Si  -3.4519  0.8104  33.5737  -0.0184  -0.0326  0.2746
Si  4.7129  -7.3532  33.5833  -0.0319  -0.0227  0.3611
Si  -3.469  -4.6348  33.5741  0.0479  0.0363  0.3747
Si  -0.0053  -0.0159  6.9187  -0.0392  -0.0296  -0.3952
Si  2.7297  2.7165  6.9267  0.018  0.0398  -0.35
Si  0.0134  5.4214  6.9526  -0.0152  -0.0002  -0.1764
Si  2.7132  -2.7311  6.9189  -0.0203  -0.0262  -0.3232
Si  5.4268  0.0117  6.9388  0.0154  0.0035  -0.2353
Si  8.1552  2.7218  6.918  0.0136  -0.0123  -0.3102
Si  5.4427  5.4383  6.9204  0.0081  -0.0005  -0.3808
Si  8.1449  -2.7016  6.9459  0.0095  -0.0072  -0.2674
O  7.0091  3.9469  15.3411  0.0015  0.0032  -0.019
O  -0.2411  -3.0402  14.0759  -0.0014  -0.0003  -0.0027
O  1.3788  4.483  15.093  -0.0049  -0.0014  -0.0233
O  -0.5508  0.3994  24.0329  0.0034  -0.0034  -0.0135
O  -2.0742  -8.6872  25.0374  -0.0045  -0.0028  -0.0082
O  -1.0894  -4.4226  24.1206  -0.0008  -0.0047  -0.0139
O  5.8529  -6.1572  21.9437  0.0007  -0.0031  -0.0089
O  -0.573  -5.4907  21.707  -0.0046  -0.0045  -0.0084
O  5.4751  -2.6599  14.0714  0.0016  0.0081  0.0015
O  -4.4484  -8.6572  22.3677  0.0006  -0.0006  -0.0057
O  -1.4069  -3.6316  17.5109  0.0044  -0.0005  -0.0027
O  1.6903  1.2143  22.9699  -0.0026  -0.0004  -0.0116
O  7.7451  0.3843  17.1422  0.003  -0.0036  -0.0127
O  2.6064  -7.5707  24.2166  0.0007  -0.0058  -0.0055
O  5.6352  2.4688  17.2564  0.0044  -0.0006  -0.0145
O  4.1264  -4.2667  21.4879  -0.0003  0.0044  -0.0125
O  5.1952  2.2974  14.6111  -0.0074  -0.0087  -0.0055
O  -3.0017  -2.1011  24.0942  0.0008  0.0032  -0.0139
O  5.9857  -0.523  24.9838  -0.0013  -0.0055  -0.0008
O  0.5383  -0.9408  22.0196  -0.0003  0.004  -0.0121
O  -1.7982  0.9295  14.9613  -0.0042  -0.0024  -0.0145
O  -4.2784  -0.1173  19.4367  0.0082  0.0041  -0.0111
O  -1.2659  -1.2606  16.3657  -0.001  -0.0019  -0.006
O  4.0286  1.0907  24.2309  -0.0057  0.0007  -0.0066
O  4.3655  -4.1385  17.384  0.0105  -0.0014  -0.0144
O  1.5896  -1.5657  24.2632  -0.005  0.005  -0.0163
O  7.3485  -1.047  14.9577  -0.009  -0.0016  -0.0169
O  0.3492  -1.9003  18.4905  0.0025  0.0023  -0.0116
O  -0.4878  -7.5353  19.9994  0  0.0079  -0.0096
O  3.7921  -8.435  22.0188  0.0075  0.0037  -0.0139
O  3.419  -3.9487  14.9991  0.008  0.0032  -0.015
O  3.3045  0.5239  14.8577  -0.0003  0.0077  -0.0141
O  4.7927  -5.0211  24.0209  0.0045  0.0037  -0.0167
O  -2.6373  -7.0109  21.4392  0.006  0.002  -0.011
O  1.4512  -1.2971  15.0967  -0.0094  -0.0016  -0.0078
O  4.5286  4.452  16.0125  0.005  -0.0024  -0.0092
O  -4.3896  -3.6971  22.5458  -0.0032  -0.0026  -0.004
O  1.938  -3.3017  17.1063  0.0053  0.0016  -0.0083
O  -1.8356  -5.4935  19.3404  0.0006  -0.003  -0.0169
O  -1.878  1.1699  19.3113  -0.0042  -0.0002  -0.0114
O  -0.5493  1.3181  21.5485  -0.0045  0.0008  -0.0134
O  -0.0229  2.6111  14.0595  0.0018  0.0051  0.0033
O  -3.6929  -1.3606  21.6455  -0.0041  0.0079  -0.0096
O  2.0724  0.203  17.1682  0.0077  -0.0104  -0.0123
O  -3.5249  -6.8224  24.0059  -0.0052  -0.0003  -0.0131
O  -1.8354  -3.1835  21.9986  0.0006  0.0014  -0.0031
O  5.0445  0.2128  21.472  0.0036  -0.0072  -0.0072
O  1.169  2.6624  17.0199  0.0017  0  -0.0027
O  -2.3543  -5.1381  14.1786  -0.0038  -0.0039  -0.0041
O  3.3181  -3.2477  25.1155  0.0026  -0.0062  -0.0092
O  -0.268  4.8691  17.1616  0.0011  0.0011  -0.0128
O  0.5373  -4.4239  19.0779  -0.0007  -0.0003  -0.0142
O  4.6097  -6.4721  18.6438  -0.0052  -0.0015  -0.0055
O  0.8019  -3.4746  22.5357  0.0016  0.0037  -0.0041
O  2.9643  -2.0188  22.0592  0.0033  0.0009  -0.0123
O  3.7653  -1.6416  16.3234  -0.0068  0.0056  -0.0088
O  2.3828  4.9458  17.4367  -0.0106  0.0041  -0.0051
O  0.8224  1.2466  19.2217  0.0059  0.0019  -0.0116
O  -2.1665  -1.4212  18.8014  -0.0021  -0.0024  -0.0128
O  5.4601  -8.5351  19.95  -0.0062  0.0049  -0.0136
O  0.6853  -6.0252  25.0607  0.0006  0.0044  0
O  4.9875  -2.0849  20.3099  0.0008  -0.0021  -0.0049
O  3.2833  2.0829  18.5173  -0.0056  0.0023  -0.0085
O  2.6115  -2.9505  19.6524  -0.0052  0.0028  -0.0087
H  -1.5549  -2.7437  34.5142  0.3014  0.2894  -0.267
H  0.0895  -1.1009  34.5142  -0.2869  -0.3085  -0.2689
H  2.8046  1.6291  34.507  -0.3196  -0.2712  -0.271
H  1.1638  -0.0172  34.507  0.2984  0.3016  -0.2636
H  0.0778  4.3366  34.5033  -0.2842  -0.2908  -0.2704
H  -1.5573  2.6846  34.5033  0.3167  0.3316  -0.2737
H  2.7954  -3.8038  34.5076  -0.3163  -0.3027  -0.2663
H  1.1606  -5.4562  34.5076  0.2826  0.2907  -0.2724
H  5.5184  -1.0942  34.5008  -0.2793  -0.2971  -0.2712
H  3.8693  -2.7322  34.5008  0.3195  0.298  -0.2713
H  -4.276  -0.0092  34.5061  0.268  0.3027  -0.2723
H  -2.6208  1.6227  34.5061  -0.3379  -0.316  -0.2653
H  3.8896  -8.1735  34.5158  0.317  0.2691  -0.2678
H  5.5216  -6.5185  34.5158  -0.2985  -0.3471  -0.2645
H  -2.6407  -3.8195  34.5066  -0.2985  -0.2932  -0.2654
H  -4.2976  -5.4497  34.5066  0.3144  0.3284  -0.2736
H  0.8176  0.8048  5.9862  -0.2801  -0.2713  0.2658
H  -0.8336  -0.8312  5.9862  0.3571  0.2987  0.2315
H  3.5446  3.5451  5.9943  -0.3125  -0.302  0.2561
H  1.9082  1.8943  5.9943  0.3048  0.2427  0.2804
H  0.8268  6.2514  6.0202  -0.2737  -0.3393  0.28
H  -0.8178  4.609  6.0202  0.3595  0.2318  0.2785
H  1.8915  -3.553  5.9864  0.2957  0.3352  0.2403
H  3.5318  -1.9061  5.9864  -0.2575  -0.3109  0.2609
H  6.256  0.826  6.0064  -0.2945  -0.3087  0.2698
H  4.6107  -0.8157  6.0064  0.2276  0.3367  0.2806
H  8.9793  3.5413  5.9856  -0.3557  -0.2461  0.2483
H  7.3353  1.8981  5.9856  0.3302  0.2748  0.2501
H  6.266  6.2586  5.988  -0.2593  -0.3374  0.2488
H  4.6167  4.6207  5.988  0.2799  0.3312  0.2493
H  7.3362  -3.5363  6.0134  0.2398  0.3427  0.2759
H  8.9735  -1.8867  6.0134  -0.3605  -0.2739  0.2738

Results
free energy: -118878.894 eV
free energy less fixed offsets of H -15.71, O -570.45, Si -639.56 eV per atom: -3.694 eV

The program warned: the cutoff lies below the one the program advises for these potential files; the forces do not sum to zero within the program's tolerance; empty levels may hold ghost states of the PAW files; the exchange-correlation potential is rough where the density is thin.
